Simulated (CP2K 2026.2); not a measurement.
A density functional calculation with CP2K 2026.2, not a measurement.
Periodic cell of 534 atoms, Si358O176, from a study of silicon, its oxide and their interface. The atomic structure is a simulated model.
Doubt: the forces sum to 2.02 eV/angstrom along one axis rather than to zero, so they err by at least 0.0038 eV/angstrom per atom on average; the grid cutoff is modest.

Settings
functional: PBE
method: Gaussian and plane waves
basis set: DZVP-MOLOPT-SR-GTH
pseudopotentials: GTH-PBE
grid cutoff: 350 Ry, relative cutoff 50 Ry
k points: Gamma only
occupations: fixed
spin: none
net charge: 0

Cell vectors (angstrom)
a	16.4025	0	0
b	0	16.4025	0
c	0	0	35.4277

Atoms and the computed forces on them: element, x, y, z (angstrom), force x, y, z (eV/angstrom)
Si	15.466	0.464	35.094	-0.175	-0.72	0.282
Si	3.302	2.729	0.083	-0.055	0.342	0.236
Si	16.106	5.682	35.363	-0.11	0.088	0.032
Si	2.548	8.113	0.643	-0.098	-0.109	-0.43
Si	0.408	10.266	0.117	-0.044	0.136	-0.138
Si	2.766	13.338	35.333	-0.235	0.206	0.142
Si	5.616	15.985	0.167	0.045	-0.052	0.39
Si	7.845	2.949	35.368	-0.053	0.151	0.456
Si	5.748	5.353	35.415	0.067	0.088	0.431
Si	8.86	7.711	0.023	-0.083	0.058	0.146
Si	4.939	11.023	35.126	-0.176	-0.294	0.084
Si	7.986	13.791	35.329	-0.168	-0.144	0.214
Si	10.739	16.192	35.294	0.227	0.05	0.121
Si	14.081	2.36	0.004	-0.05	0.393	0.029
Si	11.091	5.497	35.302	-0.041	0.043	0.146
Si	13.925	7.882	0.305	0.073	-0.079	0.045
Si	11.681	9.896	35.144	-0.123	0.087	-0.017
Si	14.231	13.411	34.95	-0.235	0.29	0.516
Si	1.63	1.347	1.151	-0.122	-0.066	-0.461
Si	4.301	4.198	1.537	0.095	-0.017	-0.318
Si	1.191	6.609	1.651	-0.181	-0.072	-0.225
Si	4.125	9.567	1.464	0.125	0.171	-0.236
Si	1.34	12.12	1.329	0.104	-0.139	-0.247
Si	3.989	14.825	1.356	0.068	-0.151	-0.204
Si	6.816	1.303	1.344	0.033	-0.081	-0.255
Si	9.683	3.976	1.156	-0.173	0.043	-0.285
Si	7	6.861	1.281	0.093	-0.071	-0.21
Si	9.945	9.302	1.351	0.053	-0.056	-0.31
Si	6.827	12.007	1.019	-0.077	0.234	-0.273
Si	9.666	14.732	1.329	-0.156	0.086	-0.2
Si	12.231	1.297	1.103	-0.165	-0.207	-0.049
Si	15.129	3.976	1.348	0.117	0.136	-0.058
Si	12.412	6.593	1.511	0.073	0.023	-0.297
Si	15.176	9.385	1.549	0.107	-0.201	-0.249
Si	12.624	11.924	0.872	0.232	-0.072	-0.273
Si	14.848	15.042	1.166	0.416	0.05	-0.309
Si	0.194	2.641	2.632	-0.062	0.039	-0.054
Si	2.706	16.292	2.648	0.1	-0.121	0.161
Si	0	8.063	2.991	-0.031	-0.099	0.194
Si	2.765	5.385	2.846	0.066	-0.119	0.054
Si	16.365	13.66	2.54	-0.138	0.039	-0.075
Si	2.738	10.885	2.813	-0.11	0.134	0.147
Si	5.545	2.662	2.8	0.047	0.003	0.118
Si	8.289	16.267	2.621	-0.107	0.112	0.068
Si	5.617	8.219	2.691	0.051	-0.124	-0.081
Si	8.326	5.389	2.634	-0.074	-0.038	-0.085
Si	5.503	13.436	2.587	-0.027	-0.055	0.021
Si	8.332	10.762	2.477	0.009	-0.034	-0.186
Si	10.95	2.615	2.603	0.035	0.083	-0.072
Si	13.524	16.317	2.603	0.098	0.071	-0.011
Si	11.12	8.023	2.853	-0.025	-0.065	0.244
Si	13.759	5.245	2.809	0.014	-0.089	0.11
Si	11.137	13.328	2.47	0.164	0.081	-0.168
Si	13.77	10.854	2.675	-0.057	-0.006	-0.058
Si	1.427	3.973	4.157	0.162	-0.038	-0.006
Si	4.109	1.245	4.044	-0.025	0.244	-0.006
Si	1.406	9.504	4.202	0.091	-0.015	-0.079
Si	4.194	6.837	4.063	-0.078	0.02	-0.036
Si	1.335	14.951	4.009	0.022	0.03	-0.04
Si	4.145	12.241	4.119	0.062	-0.067	-0.149
Si	6.947	4.056	4.084	0.062	-0.09	-0.109
Si	9.602	1.275	4.015	-0.012	-0.185	-0.063
Si	6.991	9.545	4.03	-0.088	-0.111	0.055
Si	9.631	6.719	4.121	0.004	0.001	-0.116
Si	6.863	14.901	3.962	0.012	-0.027	-0.166
Si	9.644	12.162	3.895	0.063	-0.091	0.083
Si	12.292	3.932	4.077	0.13	0.008	-0.017
Si	15.051	1.274	3.939	0.043	-0.009	-0.181
Si	12.423	9.511	4.114	-0.049	-0.04	-0.061
Si	15.007	6.679	4.23	0.031	0.116	-0.05
Si	12.275	14.857	3.961	0.056	0.099	-0.013
Si	15.079	12.296	4.016	-0.029	0.042	-0.042
Si	0.007	0.013	10.906	-0.013	-0.006	-0.003
Si	2.75	2.743	10.881	-0.031	0.016	-0.005
Si	0.017	5.48	10.883	-0.033	0.025	0.004
Si	2.75	8.216	10.888	-0.014	0.015	0.001
Si	0.006	10.95	10.891	-0.019	0.009	0.005
Si	2.746	13.684	10.888	-0.028	0.014	-0.008
Si	5.476	0.009	10.871	-0.01	-0.011	-0.001
Si	8.22	2.735	10.888	-0.03	0.02	-0.007
Si	5.489	5.47	10.898	-0.038	0.009	0.008
Si	8.215	8.209	10.907	-0.017	-0.009	0.003
Si	5.48	10.954	10.9	-0.02	0.011	0.008
Si	8.202	13.677	10.882	-0.024	0.021	-0.017
Si	10.932	16.402	10.9	-0.02	0.013	-0.001
Si	13.678	2.74	10.911	-0.009	0.021	0.004
Si	10.944	5.461	10.9	-0.027	0.009	0.002
Si	13.683	8.204	10.886	-0.014	0.017	0.002
Si	10.938	10.938	10.899	-0.016	0.005	0.003
Si	13.664	13.681	10.898	-0.028	-0.004	-0.012
Si	1.365	1.414	12.255	0.014	0.001	0.012
Si	4.089	4.131	12.254	0.018	-0.01	0.009
Si	1.362	6.874	12.252	0.043	0.015	-0.007
Si	4.091	9.602	12.26	-0.011	-0.034	-0.01
Si	1.36	12.339	12.255	0.05	0.012	-0.01
Si	4.09	15.082	12.25	0.019	0.003	-0.011
Si	6.818	1.401	12.243	0.021	-0.017	-0.015
Si	9.557	4.126	12.274	0.043	0.003	-0.001
Si	6.834	6.86	12.271	0.026	0.01	-0.005
Si	9.564	9.589	12.276	0.001	-0.004	0.01
Si	6.823	12.349	12.266	0.033	-0.021	-0.007
Si	9.544	15.055	12.258	-0.015	-0.041	-0.011
Si	12.282	1.397	12.266	-0.012	-0.021	-0.002
Si	15.028	4.153	12.259	0.051	-0.021	0.008
Si	12.303	6.857	12.256	0.036	-0.001	0.001
Si	15.029	9.59	12.258	0.003	-0.029	0.012
Si	12.285	12.328	12.26	0.055	-0.002	-0.008
Si	15.01	15.076	12.259	0.019	-0.019	-0.004
Si	16.402	2.803	13.613	-0.034	0.036	-0.037
Si	2.748	0.077	13.622	-0.041	-0.042	0.004
Si	0.008	8.249	13.634	-0.027	-0.036	0.037
Si	2.73	5.523	13.616	-0.015	0.029	-0.018
Si	16.393	13.73	13.607	-0.072	-0.008	0.001
Si	2.717	10.976	13.628	0.026	0.001	0.042
Si	5.454	2.775	13.619	-0.031	0.022	0.003
Si	8.178	0.044	13.606	0.003	0.004	-0.031
Si	5.463	8.247	13.622	-0.007	0	0.003
Si	8.189	5.5	13.652	-0.023	0.07	0.035
Si	5.443	13.728	13.628	-0.018	0.045	0.019
Si	8.2	10.991	13.622	-0.043	0.016	-0.012
Si	10.941	2.791	13.643	-0.009	-0.015	0.031
Si	13.644	0.046	13.636	0.045	-0.009	0.031
Si	10.931	8.213	13.632	0.009	0.01	0.019
Si	13.685	5.54	13.646	-0.082	0.022	0.024
Si	10.917	13.704	13.623	-0.014	0.05	0.024
Si	13.646	10.959	13.616	-0.053	0.041	-0.005
Si	1.346	4.19	14.983	0.019	-0.064	0.09
Si	4.089	1.455	15.025	0.052	0.015	0.041
Si	1.335	9.644	15.02	0.021	0.013	0.042
Si	4.09	6.894	14.987	0.005	0.012	0.07
Si	1.329	15.152	14.953	0.101	0.056	-0.006
Si	4.059	12.373	14.994	-0.059	-0.036	-0.013
Si	6.779	4.155	15.002	0.004	-0.023	0.045
Si	9.533	1.423	14.962	-0.025	-0.019	0.04
Si	6.796	9.662	14.972	0.095	-0.008	-0.022
Si	9.554	6.881	15.028	-0.015	-0.048	0.061
Si	6.776	15.141	14.988	0.005	-0.026	0.037
Si	9.555	12.356	15.007	-0.041	-0.029	0.032
Si	12.302	4.194	15.013	0.074	0.081	0.045
Si	14.996	1.476	14.964	-0.028	-0.019	0.002
Si	12.262	9.612	14.998	0.058	-0.048	0.022
Si	15.041	6.922	15.036	0.021	0.082	0.036
Si	12.249	15.097	14.999	-0.069	-0.08	-0.05
Si	15.006	12.36	14.945	0.029	0.041	-0.003
Si	16.396	0.17	16.307	-0.116	-0.012	0.072
Si	2.716	2.861	16.372	-0.078	0.128	0.049
Si	0.008	5.541	16.402	0.011	0.024	0.019
Si	2.749	8.289	16.357	0.025	0.006	0.011
Si	16.338	11.046	16.37	-0.018	-0.044	0.128
Si	2.645	13.761	16.306	0.039	0.016	0.029
Si	5.446	0.109	16.426	-0.004	-0.01	0.11
Si	8.143	2.764	16.326	0.034	0.018	0.04
Si	5.411	5.523	16.395	-0.051	-0.003	0.033
Si	8.156	8.307	16.327	-0.141	-0.029	0.039
Si	5.462	11.045	16.362	0.013	0.002	0.161
Si	8.171	13.785	16.302	0.04	0.013	0.069
Si	10.9	0.111	16.354	-0.021	0.021	0.11
Si	13.698	2.868	16.385	-0.064	-0.063	0.015
Si	10.921	5.517	16.429	-0.005	0.035	0.198
Si	13.685	8.344	16.392	-0.039	-0.138	0.2
Si	10.868	10.932	16.389	-0.029	0.08	-0.003
Si	13.616	13.687	16.306	0.128	0.015	-0.015
Si	1.3	1.585	17.749	0.056	-0.042	-0.071
Si	3.996	4.235	17.837	-0.053	0.01	0.111
Si	1.399	6.93	17.73	0.001	-0.056	-0.037
Si	4.065	9.705	17.739	0.09	-0.058	-0.022
Si	1.222	12.503	17.716	-0.157	0.133	-0.004
Si	3.981	15.113	17.679	-0.047	0.027	-0.173
Si	6.832	1.5	17.836	0.025	-0.084	0.231
Si	9.479	4.069	17.738	0.011	-0.033	-0.165
Si	6.781	6.953	17.674	0.071	0.114	-0.121
Si	9.45	9.624	17.801	-0.054	0.029	0.001
Si	6.828	12.471	17.711	0.008	-0.01	-0.031
Si	9.512	15.14	17.701	-0.212	-0.003	-0.051
Si	12.236	1.56	17.702	-0.038	0.1	-0.105
Si	15.11	4.163	17.835	-0.093	-0.017	0.049
Si	12.348	6.947	17.77	0.186	0.149	-0.343
Si	14.995	9.757	17.854	-0.067	0.08	-0.04
Si	12.321	12.248	17.699	0.126	-0.221	0.126
Si	14.946	15.199	17.542	0.041	-0.033	-0.19
Si	0.132	2.959	19.352	-0.029	0.03	0.382
Si	2.545	0.057	18.98	-0.022	-0.057	0.348
Si	0.047	8.291	19.025	0.049	0.05	0.1
Si	2.669	5.712	19.3	0.202	0.129	0.203
Si	16.133	13.911	19.042	0.097	0.042	0.325
Si	2.652	11.158	18.976	0.067	-0.018	0.137
Si	5.351	2.86	19.208	-0.037	0.015	0.232
Si	8.222	0.061	19.251	-0.124	0.052	0.019
Si	5.396	8.263	19.119	-0.019	-0.199	-0.11
Si	8.168	5.572	18.982	-0.049	-0.044	-0.034
Si	5.396	13.831	19.035	0.096	-0.002	0.341
Si	8.227	11.212	19.159	0.082	0.129	-0.104
Si	10.854	2.781	19.227	-0.119	-0.21	0.084
Si	13.705	0.229	18.891	-0.079	0.033	0.232
Si	10.831	8.209	19.098	-0.173	-0.058	-0.094
Si	13.687	5.508	19.141	0.145	0.182	0.033
Si	11.034	13.767	18.846	-0.125	0.174	0.079
Si	13.642	11.124	19.418	-0.094	0.068	0.096
Si	1.512	4.484	20.974	-0.099	-0.122	-0.507
Si	4.075	1.136	20.351	0.03	0.024	-0.352
Si	1.227	9.875	20.281	0.052	-0.087	-0.065
Si	4.303	6.894	20.67	-0.29	-0.071	-0.379
Si	0.841	15.491	20.384	-0.011	0.075	-0.123
Si	4.157	12.341	20.347	-0.108	0.043	0.013
Si	6.519	4.621	20.356	-0.068	-0.009	-0.106
Si	9.962	0.951	20.703	0.124	0.091	0.079
Si	6.682	10.45	20.764	0.131	0.08	0.151
Si	10.078	6.313	20.208	-0.522	0.072	0.044
Si	6.438	15.423	20.465	-0.105	0.115	-0.159
Si	9.673	12.65	20.327	0.158	-0.185	-0.117
Si	11.854	4.61	20.332	0.204	-0.47	0.063
Si	15.142	1.364	20.392	0.131	-0.085	0.089
Si	12.779	9.382	20.989	-0.219	0.13	0.037
Si	14.928	7.15	20.394	-0.085	-0.169	-0.188
Si	12.28	15.262	20.097	0.15	0.126	0.091
Si	14.41	13.118	20.525	-0.241	0.172	-0.31
Si	2.167	13.483	22.488	0.129	0.297	-0.196
Si	3.371	2.663	22.67	-0.053	-0.143	0.458
Si	0.162	6.58	22.988	-0.223	-0.096	0.23
Si	6.182	9.439	25.618	-0.036	0.08	-0.001
Si	15.401	10.525	24.895	-0.075	0.011	0.5
Si	1.975	14.892	25.167	-0.092	0.189	0.119
Si	9.356	0.303	23.634	0.017	0.176	0.252
Si	9.713	3.376	26.471	0.009	-0.011	0.015
Si	7.924	4.557	23.086	0.067	0.11	0.212
Si	7.294	9.969	22.949	0.087	-0.044	0.411
Si	7.574	7.33	24.091	-0.047	-0.055	0.07
Si	7.574	1.17	26.009	-0.035	0.184	0.016
Si	13.369	3.015	22.596	0.084	0.005	0.047
Si	11.702	1.721	24.945	0.023	0.138	0.316
Si	2.654	8.553	22.808	0.129	0.041	-0.108
Si	10.902	9.391	26.334	-0.035	-0.051	0.066
Si	16.137	11.559	22.225	-0.019	-0.028	0.087
Si	0.144	0.846	25.256	-0.035	-0.153	0.097
Si	5.879	3.032	24.461	-0.088	-0.083	0.379
Si	4.153	4.69	26.272	0.022	-0.037	-0.069
Si	6.723	11.151	28.078	-0.066	-0.107	-0.02
Si	0.086	12.749	26.501	-0.014	-0.082	0.146
Si	15.325	1.52	29.608	-0.019	0.028	-0.16
Si	3.603	15.305	27.594	-0.068	0.233	-0.014
Si	11.065	3.947	29.324	-0.081	-0.093	-0.162
Si	10.055	6.396	23.203	-0.03	0.18	0.302
Si	9.44	11.904	23.194	0.005	-0.429	0.319
Si	3.265	10.063	25.633	0.079	0.011	0.228
Si	10.716	12.488	25.966	0.038	-0.003	0.206
Si	14.177	1.443	26.738	-0.027	0.099	-0.087
Si	1.645	3.221	25.255	-0.087	0.076	0.311
Si	12.34	8.161	23.93	-0.085	-0.173	0.134
Si	13.258	11.04	29.549	0.07	-0.028	-0.073
Si	0.827	10.644	32.591	0.112	-0.006	-0.077
Si	10.539	2.816	31.825	-0.149	0.048	-0.26
Si	15.329	3.221	24.658	-0.1	-0.072	0.217
Si	1.854	1.733	32.124	-0.103	-0.009	-0.253
Si	6.699	15.665	28.431	0.096	0.1	-0.006
Si	15.069	7.541	25.509	0.027	0.072	0.298
Si	3.885	9.559	32.541	-0.128	0.092	-0.066
Si	6.763	0.79	31.242	0.114	0.059	-0.236
Si	8.204	14.267	22.323	-0.205	0.072	0.196
Si	4.191	3.741	28.947	-0.054	-0.078	0.025
Si	7.848	5.156	27.642	-0.111	-0.069	0.026
Si	3.92	12.247	27.491	0.112	-0.06	0.024
Si	9.381	7.783	28.316	-0.093	0.106	-0.146
Si	7.014	3.469	29.99	-0.057	0.067	-0.088
Si	13.594	12.232	26.588	0.012	0.059	-0.006
Si	14.772	6.907	28.671	0.068	-0.025	-0.121
Si	14.102	4.369	30.236	-0.07	-0.088	-0.159
Si	12.187	8.364	28.759	0.1	0.11	0.021
Si	8.924	13.308	28.282	0.025	0.021	-0.046
Si	2.097	1.357	29.175	-0.09	-0.003	-0.077
Si	4.549	1.137	33.384	-0.002	0.112	-0.318
Si	4.909	6.422	28.282	-0.035	0.132	0.02
Si	3.774	6.6	33.581	0.13	0.164	0.146
Si	0.506	13.554	33.168	0.074	-0.02	-0.115
Si	1.69	10.656	27.989	-0.156	-0.027	0.074
Si	8.719	1.02	33.317	-0.026	0.024	-0.153
Si	9.052	5.23	31.193	-0.052	-0.056	-0.135
Si	5.503	9.003	30.085	0.037	-0.124	-0.032
Si	8.183	8.194	30.962	-0.197	-0.127	-0.164
Si	9.424	12.549	33.169	-0.128	0.202	-0.277
Si	10.985	13.026	30.679	0.029	-0.158	-0.225
Si	12.992	4.114	33.059	-0.07	0.113	0.042
Si	15.809	16.294	32.181	0.085	0.057	-0.074
Si	9.275	9.676	33.288	0.094	-0.102	-0.166
Si	1.711	4.465	33.356	-0.127	-0.227	-0.092
Si	11.839	14.171	33.232	0.053	0.222	-0.168
Si	15.982	9.59	30.008	-0.083	0.089	-0.032
O	0.101	14.804	32.162	-0.163	-0.347	-0.086
O	14.935	16.361	33.568	0.031	0.001	0.278
O	2.251	3.674	34.664	-0.152	0.019	-0.157
O	4.644	2.297	34.559	-0.171	0.26	0.013
O	0.323	5.163	33.892	0.079	-0.031	0.136
O	0.463	1.496	29	-0.008	0.021	-0.08
O	2.739	5.602	32.811	0.067	0.116	-0.096
O	3.241	7.009	35.055	0.139	-0.089	0.307
O	16.366	10.542	33.974	-0.16	-0.017	0.296
O	1.537	9.098	35.202	0.149	0.091	0.29
O	3.971	12.337	34.789	0.206	-0.278	0.149
O	1.893	13.897	34.008	-0.034	0.247	0.233
O	6.826	14.924	35.34	0.214	0.284	-0.074
O	5.016	16.155	34.061	0.207	-0.009	0.054
O	7.917	2.34	33.83	0.16	-0.192	-0.117
O	9.995	1.427	32.417	0.023	0.161	-0.029
O	5.185	5.83	33.92	0.119	-0.281	-0.003
O	6.955	4.303	35.073	-0.005	-0.449	-0.032
O	8.39	8.585	34.116	-0.297	0.01	-0.121
O	8.296	8.414	29.339	-0.098	0.057	-0.088
O	6.212	10.23	29.302	0.27	0.262	0.17
O	4.921	10.198	33.657	0.324	0.018	0.272
O	10.87	12.983	33.847	-0.275	-0.147	-0.061
O	8.354	13.672	33.69	0.33	-0.095	0.081
O	9.297	0.37	34.687	0.094	-0.254	0.203
O	11.538	15.597	33.961	-0.018	0.042	0.073
O	0.705	0.694	35.294	-0.02	0.184	0.401
O	13.991	3.252	34.008	0.426	-0.18	0.125
O	9.933	6.593	34.795	-0.395	-0.056	0.405
O	12.074	5.136	33.981	-0.319	-0.099	0.401
O	14.984	6.86	34.902	-0.143	-0.273	0.274
O	12.957	8.855	34.774	-0.25	0.405	0.317
O	8.737	11.171	33.688	-0.199	0.071	-0.089
O	10.874	9.759	33.665	-0.076	-0.144	0.127
O	15.763	13.23	34.315	-0.148	-0.009	0.011
O	13.371	13.767	33.576	0.071	-0.246	-0.098
O	2.904	3.902	21.701	-0.013	0.41	-0.041
O	0.642	5.19	22.227	0.154	-0.107	-0.279
O	5.283	0.136	20.815	0.299	0.001	-0.223
O	3.195	1.342	21.75	-0.109	0.119	-0.105
O	2.102	9.529	21.636	0.005	0.17	-0.232
O	16.315	10.778	20.797	0.142	-0.179	0.316
O	5.427	5.715	21.007	0.238	-0.147	-0.229
O	3.869	7.662	22.112	0.034	0.096	0.122
O	1.468	14.703	21.676	-0.126	-0.153	0.445
O	2.596	14.023	23.959	-0.035	-0.198	-0.112
O	5.221	11.208	20.911	0.203	-0.447	-0.286
O	3.517	13.009	21.717	-0.125	-0.213	-0.309
O	7.533	4.152	21.567	0	-0.02	0.084
O	9.543	4.819	23.27	0.108	-0.1	0.07
O	9.389	1.257	22.275	0.196	0.164	-0.36
O	10.21	13.46	29.306	0.127	0.119	0.029
O	8.822	10.412	23.437	0.058	0.206	0.139
O	7.312	8.334	22.846	0.014	0.043	-0.134
O	11.25	9.228	20.38	0.361	-0.087	-0.194
O	9.635	6.902	21.707	0.382	0.21	0.108
O	6.772	14.974	22.051	-0.027	-0.324	-0.076
O	11.231	16.252	20.958	-0.313	0.093	-0.083
O	8.731	13.944	20.8	-0.224	-0.244	0.261
O	10.249	11.988	21.765	0.003	-0.11	-0.148
O	12.366	4.03	21.832	-0.044	0.155	-0.026
O	12.598	2.031	23.633	-0.051	0.089	-0.107
O	14.198	2.069	21.558	-0.137	-0.124	-0.257
O	16.16	0.195	21.053	0.03	-0.177	-0.295
O	13.593	8.11	20.345	-0.248	0.347	0.538
O	12.756	9.08	22.635	-0.076	0.204	-0.261
O	15.89	6.558	24.494	0.152	0.032	-0.243
O	15.409	7.166	21.986	-0.229	0.148	-0.318
O	13.269	14.267	21.017	0.109	-0.416	-0.566
O	10.859	3.087	25.331	-0.192	-0.122	-0.143
O	15.541	10.459	23.281	0.13	-0.182	-0.279
O	15.026	12.723	22.004	0.215	-0.017	0.186
O	1.001	16.065	24.584	0.216	-0.08	-0.008
O	1.155	12.22	22.646	-0.041	-0.211	0.416
O	4.925	2.614	23.199	0.086	0.234	-0.192
O	2.367	2.629	23.935	0.29	0.089	-0.291
O	4.151	6.248	26.812	0.091	-0.119	0.056
O	2.605	4.272	26.012	-0.106	0.079	0.179
O	6.818	7.933	25.412	0.322	0.082	0.031
O	2.996	9.528	24.1	-0.185	-0.059	-0.375
O	15.702	9.058	25.537	0.288	0.135	-0.341
O	1.481	7.505	23.193	-0.212	0.118	0.311
O	2.727	0.053	28.397	0.113	0.02	0.122
O	15.311	0.352	26.217	-0.133	-0.21	-0.054
O	8.05	0.455	24.617	-0.146	-0.243	-0.233
O	3.214	15.54	26.017	0.132	0.055	0.043
O	8.842	2.02	26.566	0.007	0.042	0.106
O	10.615	3.72	27.787	-0.029	0.155	0.132
O	7.075	5.86	23.611	-0.004	-0.043	0.07
O	7.405	3.303	23.972	0.229	0.025	0.094
O	6.527	8.93	20.147	-0.177	0.193	-0.106
O	9.186	7.204	24.337	0.041	-0.131	0.062
O	6.265	10.301	24.218	-0.028	0.037	-0.163
O	7.017	10.216	26.775	0.03	0.084	-0.202
O	9.617	13.388	26.787	0.021	0.106	-0.188
O	5.537	12.242	27.739	0.045	-0.059	-0.222
O	14.395	3.916	23.53	0.013	0.211	0.035
O	14.579	2.928	26.104	0.186	0.004	0.04
O	11.619	6.736	23.492	0.076	0.12	-0.42
O	10.685	0.512	24.56	-0.204	-0.128	-0.4
O	13.56	7.702	24.907	0.066	-0.169	-0.367
O	10.407	12.43	24.376	0.16	0.069	-0.34
O	8.089	12.848	23.12	0.033	0.067	-0.121
O	15.457	8.118	29.53	0.086	0.012	-0.081
O	15.145	6.954	27.057	-0.063	-0.132	-0.092
O	0.285	4.075	24.937	-0.043	0.11	-0.041
O	0.993	14.025	26.14	0.147	-0.084	-0.07
O	6.144	1.917	25.636	-0.107	-0.008	-0.148
O	6.526	16.223	29.961	-0.232	0.031	0.018
O	5.136	4.391	25.021	-0.028	0.031	-0.146
O	4.732	3.673	27.413	-0.039	-0.09	-0.075
O	0.73	11.97	27.774	0.01	0.008	0.132
O	1.997	9.736	26.642	-0.09	0.014	0.004
O	4.632	9.282	26.097	-0.116	0.029	0.288
O	13.953	11.077	25.462	-0.087	0.001	-0.157
O	15.831	1.75	24.082	-0.105	0.05	-0.021
O	3.159	11.188	28.497	0.026	0.076	0.342
O	7.291	0.237	27.292	-0.126	0.176	-0.096
O	5.179	15.404	27.925	0.014	-0.172	-0.159
O	12.656	1.177	26.183	-0.196	0.071	0.181
O	8.561	4.562	26.258	-0.111	-0.014	-0.007
O	6.438	5.948	27.887	0.062	0.153	-0.003
O	7.696	3.772	28.529	-0.121	-0.2	-0.208
O	10.62	10.972	26.552	-0.202	-0.096	0.226
O	11.285	9.063	24.796	-0.242	-0.044	-0.115
O	3.573	11.689	25.942	0.225	0.21	0.027
O	4.925	7.885	28.998	0.044	-0.081	-0.144
O	7.774	14.441	28.505	0.054	-0.125	0.311
O	12.254	13.052	26.134	-0.071	0.215	-0.081
O	14.252	1.365	28.366	0.106	-0.051	-0.141
O	12.676	4.186	29.427	-0.026	0.059	-0.246
O	13.787	4.829	31.798	-0.109	0.118	0.194
O	10.626	2.63	30.196	-0.154	0.104	0.295
O	7.505	4.751	30.87	0.055	0.128	0.084
O	9.586	8.608	26.925	-0.236	0.214	-0.014
O	12.185	8.936	27.234	0.136	0.055	-0.069
O	12.578	9.575	29.759	-0.336	-0.118	0.117
O	0.118	11.637	25.308	-0.012	-0.152	-0.078
O	14.925	13.185	26.761	0.107	-0.112	-0.094
O	14.961	2.967	30.283	-0.136	0.297	0.265
O	0.425	1.111	32.486	0.172	0.233	0.271
O	3.288	13.714	27.852	-0.086	-0.174	-0.004
O	1.166	1.874	26.091	0.169	0.041	0.085
O	2.845	2.812	28.931	-0.137	0.133	0.238
O	2.382	1.084	30.74	0.255	0.176	0.2
O	15.032	5.462	29.411	0.162	0.071	-0.098
O	2.94	1.176	33.175	-0.056	-0.142	0.223
O	5.397	3.227	29.913	-0.112	0.118	0.311
O	0.746	12.244	32.197	0.055	0.092	0.02
O	0.093	9.63	31.548	-0.069	0.142	-0.029
O	2.408	10.238	32.716	0	0.135	-0.158
O	4.081	5.364	29.268	0.089	0.102	0.051
O	7.571	2.099	30.654	0.238	-0.057	0.043
O	5.375	1.277	31.979	-0.054	0.201	0.057
O	8.951	6.27	28.01	0.243	-0.104	-0.182
O	9.756	12.375	31.572	-0.231	0.011	0.197
O	4.352	9.731	30.983	0.017	0.233	0.325
O	3.891	7.937	32.695	0.129	-0.14	-0.202
O	12.034	2.993	32.39	0.172	-0.252	0.343
O	10.193	5.16	30.005	-0.115	0.101	0.192
O	8.123	11.891	28.471	-0.031	-0.212	-0.03
O	0.92	9.797	29.104	0.203	0.048	0.044
O	9.294	15.165	23.117	0.204	-0.224	-0.096
O	6.553	8.285	31.14	0.159	-0.033	0.28
O	8.834	6.802	31.546	-0.033	0.147	0.019
O	7.733	0.106	32.375	0.094	-0.093	0.281
O	15.133	0.298	30.725	-0.184	-0.163	0.139
O	13.241	11.55	28.014	-0.014	-0.243	-0.187
O	13.172	7.099	28.82	-0.294	-0.147	-0.152
O	8.996	9.392	31.708	-0.086	0.226	0.204
O	9.643	4.144	32.28	0.116	-0.073	0.077
O	1.633	3.359	32.132	-0.094	0.042	0.326
O	12.315	12.083	30.403	-0.182	-0.009	-0.1
O	11.576	14.259	31.605	0.065	0.228	0.391
O	10.747	7.799	29.184	0.06	-0.227	0.134
O	14.844	10.791	29.924	0.149	-0.102	0.142
Si	16.393	16.342	5.378	-0.022	-0.05	-0.026
Si	2.803	2.62	5.477	-0.088	-0.054	-0.019
Si	0.047	5.353	5.51	-0.013	0.006	0.008
Si	2.819	8.147	5.49	0.04	0.1	0.018
Si	0.012	10.93	5.451	-0.013	0.004	-0.035
Si	2.742	13.642	5.413	0.034	-0.014	-0.025
Si	5.512	16.293	5.374	-0.009	-0.05	-0.047
Si	8.273	2.653	5.427	-0.009	0.083	-0.014
Si	5.539	5.436	5.42	0.021	-0.041	-0.003
Si	8.269	8.144	5.441	0.018	-0.015	-0.037
Si	5.557	10.868	5.418	-0.024	0.088	-0.02
Si	8.279	13.564	5.318	-0.034	0.087	-0.074
Si	10.961	16.283	5.363	-0.106	-0.008	-0.034
Si	13.715	2.607	5.403	-0.058	0.048	-0.023
Si	10.984	5.352	5.466	-0.039	0.002	-0.044
Si	13.703	8.139	5.521	-0.018	-0.031	0.109
Si	10.969	10.873	5.394	-0.041	-0.106	-0.016
Si	13.687	13.625	5.401	0.038	-0.026	-0.057
Si	1.362	1.292	6.786	0.054	0.027	0.014
Si	4.155	4.061	6.789	0.023	-0.009	-0.045
Si	1.411	6.783	6.823	0.048	-0.031	-0.015
Si	4.169	9.551	6.819	0.03	-0.114	0.014
Si	1.385	12.296	6.806	0.013	-0.018	-0.008
Si	4.118	14.997	6.777	-0.026	0.022	0.011
Si	6.859	1.297	6.752	0.01	0.012	-0.025
Si	9.597	4.026	6.823	0.049	-0.054	0.045
Si	6.874	6.811	6.809	-0.018	0.012	-0.017
Si	9.612	9.532	6.8	0.035	-0.029	-0.009
Si	6.898	12.268	6.759	0.006	-0.071	0.002
Si	9.577	14.963	6.744	0.004	0.026	-0.024
Si	12.315	1.266	6.757	0.138	-0.071	-0.001
Si	15.035	4.004	6.818	0.031	-0.005	-0.006
Si	12.306	6.77	6.834	-0.018	0.078	0.014
Si	15.062	9.557	6.829	0.026	-0.058	-0.004
Si	12.311	12.268	6.771	-0.007	0.04	-0.036
Si	15.031	15.006	6.779	0.033	0.006	0
Si	0.021	2.675	8.174	-0.055	-0.008	0
Si	2.751	16.366	8.153	-0.025	-0.005	0.009
Si	0.039	8.183	8.167	0.005	0.063	0.004
Si	2.784	5.427	8.17	-0.037	0.025	0.02
Si	0.007	13.665	8.161	0.005	0.003	-0.015
Si	2.769	10.93	8.156	-0.01	0.027	-0.003
Si	5.516	2.691	8.141	-0.025	0.021	0.004
Si	8.225	16.352	8.126	-0.049	-0.015	-0.007
Si	5.515	8.183	8.185	-0.04	0.009	0.022
Si	8.235	5.434	8.167	-0.017	0.004	-0.015
Si	5.505	13.638	8.127	-0.005	0.025	-0.013
Si	8.238	10.912	8.155	-0.022	0.009	-0.002
Si	10.975	2.66	8.154	-0.051	0.068	-0.008
Si	13.679	16.364	8.167	-0.04	0.008	0.003
Si	10.955	8.17	8.182	-0.041	-0.044	0.009
Si	13.686	5.412	8.176	0.02	0.025	-0.007
Si	10.947	13.64	8.143	0.005	0.004	0.006
Si	13.675	10.927	8.167	-0.024	-0.05	0.003
Si	1.376	4.087	9.518	0.034	-0.007	0.003
Si	4.108	1.363	9.504	-0.018	0.012	0.001
Si	1.386	9.578	9.525	0.034	-0.06	0.013
Si	4.123	6.829	9.535	0.024	-0.008	0.001
Si	1.366	15.036	9.532	0.024	-0.023	0.004
Si	4.122	12.311	9.52	0.016	-0.026	0
Si	6.849	4.086	9.523	0.034	0	0.005
Si	9.568	1.336	9.514	0.046	-0.026	-0.006
Si	6.858	9.576	9.542	0.016	-0.03	-0.001
Si	9.573	6.823	9.542	0.015	0.033	0.01
Si	6.839	15.027	9.506	0.01	0.013	-0.015
Si	9.577	12.296	9.526	-0.001	-0.033	-0.007
Si	12.301	4.068	9.534	0.024	-0.031	0.008
Si	15.029	1.35	9.541	0.049	0.011	-0.001
Si	12.306	9.565	9.534	0.038	0.005	-0.002
Si	15.047	6.825	9.516	0.013	-0.017	0.003
Si	12.29	15.023	9.526	0.035	-0.008	-0.004
Si	15.032	12.311	9.53	0.011	0.006	-0.011

Results
total energy: -115451.956 eV
total energy less fixed offsets of O -438.35, Si -107.03 eV per atom: 14.384 eV
